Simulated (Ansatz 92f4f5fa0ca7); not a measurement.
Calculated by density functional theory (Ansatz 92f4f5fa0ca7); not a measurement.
Periodic cell of 225 atoms, Si132O91As2, from a study of silicon, its oxide and their interface. The atomic structure is a simulated model.
Doubt: the cutoff is far below the 930 eV that the study's wrapper takes by default for these files, so forces and energies are approximate.
This geometry differs little from another in the collection (a relaxation step or a small displacement).

Settings: functional PBE; potential files Ansatz PAW; basis plane waves; wave-function cutoff 580 eV; density cutoff ratio 5; exchange-correlation grid ratio 1; k mesh 1 x 1 x 1, Gamma-centred; self-consistency stop 5e-08 eV per atom in the density residual; occupations fixed; spin none; net charge 0.

Cell vectors (angstrom)
a	10.938	0	0
b	0	10.938	0
c	0	0	31.9494

Atoms and the computed forces on them: element, x, y, z (angstrom), force x, y, z (eV/angstrom)
Si	10.6473	-0.0014	24.4404	-0.0017	-0.0025	-0.0017
Si	5.0974	0.1228	24.6919	0.0025	0.0025	-0.0024
Si	2.8528	2.293	24.5584	0.0038	0.0036	0.0003
Si	8.5926	2.431	24.598	0.0005	-0.002	-0.0035
Si	10.7304	5.5849	24.3577	0.0046	0.0038	-0.003
Si	5.1794	5.6142	24.4731	-0.0012	-0.0031	-0.0017
Si	3.0139	7.9525	24.4397	0	-0.0025	-0.0066
Si	8.4437	7.825	24.448	0.0029	0.0037	0.0014
Si	1.3121	1.1329	25.8549	0.0021	0.0008	-0.0003
Si	6.8325	1.3267	25.7644	-0.0016	0.0007	0.0015
Si	4.0083	4.0117	25.7554	0.0027	-0.0024	-0.0002
Si	9.7081	4.0244	25.8738	0	0.0008	0.0005
Si	1.3569	6.7926	25.6899	-0.0022	-0.0004	0.0023
Si	6.8231	6.721	25.7727	0.0015	-0.0002	-0.002
Si	4.0197	9.4685	25.9825	-0.0019	0.0034	0.0025
Si	9.5017	9.4415	25.8234	0.0001	-0.0003	0.0004
Si	2.6468	-0.1332	27.3054	0.0021	-0.0026	0.001
Si	8.1519	-0.0711	27.1639	0.0039	-0.0005	-0.0012
Si	0.0937	2.654	27.2238	0.001	-0.0019	0.002
Si	5.4669	2.719	27.1335	-0.0006	-0.002	-0.0016
Si	2.6806	5.4132	27.1267	0.0004	0.0005	-0.0003
Si	8.2044	5.3648	27.1525	0.0006	-0.0014	0.0036
Si	0.0229	8.1475	27.1469	0.0041	0.0006	-0.0011
Si	5.5269	8.1394	27.1978	0.0027	-0.0006	0.0027
Si	4.0923	1.3292	28.5117	0.003	0.0006	-0.0005
Si	9.5488	1.3281	28.5118	-0.0007	-0.0019	0.0004
Si	1.3955	4.0667	28.5771	0.0017	0.0005	0.0004
Si	6.8183	4.061	28.5422	0.0011	-0.0013	0.0005
Si	4.0907	6.7813	28.4992	-0.001	-0.0017	0.0018
Si	9.5642	6.7824	28.4959	0.0005	-0.0008	0.0013
Si	1.2978	9.4813	28.6341	-0.0008	-0.0021	-0.0026
Si	6.8339	9.533	28.5782	0.0001	-0.0007	0.0005
Si	-0.029	-0.0026	29.92	0.005	0.0009	-0.0005
Si	5.4666	-0.0068	29.9031	-0.0021	0	0.0001
Si	2.7684	2.7127	29.9116	-0.0006	-0.0047	0.0005
Si	8.2043	2.7157	29.8943	0.0007	0.0024	-0.0002
Si	0.0007	5.4535	29.8969	-0.0011	0.0001	0.0001
Si	5.4651	5.4553	29.8956	0.0037	0.0008	-0.0006
Si	2.7534	8.1625	29.9114	0.0022	0.0012	-0.0001
Si	8.2308	8.1751	29.8976	0.0004	-0.0033	0.0005
Si	1.3673	1.3673	31.2657	0.0751	-0.0084	-0.0385
Si	6.8362	1.3673	31.2657	0.0717	-0.0348	0.0119
Si	4.1018	4.1018	31.2657	0.1152	-0.0853	0.1129
Si	9.5708	4.1018	31.2657	-0.0544	-0.1251	-0.0461
Si	1.3673	6.8362	31.2657	0.0494	-0.1776	0.0651
Si	6.8362	6.8362	31.2657	0.0716	-0.0382	-0.0849
Si	4.1018	9.5708	31.2657	-0.0196	-0.1028	0.0015
Si	9.5708	9.5708	31.2657	-0.1373	-0.1498	0.1741
Si	2.7345	0	0.6835	-0.0812	0.0949	-0.0282
Si	8.2035	0	0.6835	-0.1178	0.0705	-0.1318
Si	0	2.7345	0.6835	0.0188	0.1318	-0.0114
Si	5.469	2.7345	0.6835	-0.047	0.1269	0.0871
Si	2.7345	5.469	0.6835	-0.0815	-0.0079	-0.0744
Si	8.2035	5.469	0.6835	-0.0732	0.0868	-0.0704
Si	0	8.2035	0.6835	0.0087	0.1409	0.0569
Si	5.469	8.2035	0.6835	-0.0537	0.1156	-0.0316
Si	4.0723	1.3972	2.0568	-0.0036	-0.0039	-0.0022
Si	9.5753	1.3678	2.0355	0.0021	0	-0.0011
Si	1.3453	4.1414	2.0515	-0.0047	-0.0045	-0.0008
Si	6.817	4.1401	2.0449	0.0008	0.0029	-0.001
Si	4.0889	6.8464	2.0415	0.0031	0.0006	0.0004
Si	9.5563	6.8544	2.0483	-0.0019	-0.0027	-0.0007
Si	1.3524	9.6077	2.051	-0.0003	0.0015	-0.0017
Si	6.7906	9.6319	2.0328	-0.0066	-0.0001	-0.001
Si	0.0054	0.05	3.4466	-0.0038	0.0016	0.0039
Si	5.4364	0.056	3.4407	0.0091	-0.0078	-0.0035
Si	2.7037	2.7864	3.414	-0.0004	0.0056	0.004
Si	8.2282	2.7836	3.3451	0.004	-0.0051	0.0017
Si	0.0044	5.5263	3.4431	0.0141	0.0034	-0.0041
Si	5.4583	5.521	3.4352	-0.006	0.0003	0.0055
Si	2.7348	8.2466	3.3813	0.0064	-0.007	-0.005
Si	8.1824	8.2844	3.3416	0.0011	0.0003	0.0018
Si	1.3375	1.4732	4.8293	-0.0039	-0.0069	-0.0022
Si	6.8396	1.4945	4.713	-0.0105	0.005	-0.0004
Si	4.0428	4.1672	4.7865	0.0138	0.0043	0.0085
Si	9.5788	4.1081	4.7549	-0.0146	-0.0019	-0.0005
Si	1.3527	6.9717	4.7905	-0.0211	0.0015	0.0031
Si	6.8171	6.9947	4.7281	0.002	-0.0139	0.0025
Si	4.0695	9.5814	4.792	-0.0028	0.0085	-0.0024
Si	9.5197	9.6172	4.7478	0.0085	0.0065	0.0021
Si	2.6747	0.022	6.1145	0.0045	-0.0059	0.016
Si	8.1997	0.1321	6.0483	0.0089	-0.0039	-0.0097
Si	-0.0138	2.8434	6.2727	0.0277	0.0139	-0.0134
Si	5.4753	2.8269	6.1163	-0.0034	0.0047	0.0025
Si	2.7322	5.6288	6.1451	0.0149	-0.0135	-0.0123
Si	8.2236	5.5949	5.9545	0.0046	0.0101	0.0072
Si	-0.0646	8.3184	6.1792	0.0187	-0.0078	0.0124
Si	5.4884	8.3129	6.2243	-0.0038	-0.0146	0.0005
Si	4.3599	1.145	7.3536	-0.0031	0.0036	-0.0179
Si	9.6835	1.2343	7.506	0.0166	-0.0676	0.0793
Si	1.181	4.5133	7.5033	-0.0122	-0.0007	0.0151
Si	6.6196	4.5607	7.2811	-0.0202	-0.0189	-0.057
Si	4.2978	6.749	7.5557	-0.0015	0.0089	-0.0361
Si	9.7378	6.6315	7.4551	-0.0022	0.0034	-0.0188
As	1.1382	9.8199	7.7015	-0.013	-0.0107	-0.0321
Si	6.702	9.954	7.4472	-0.0035	0.0111	0.0263
O	9.602	1.2341	24.0062	0.001	0.0011	0.0007
O	4.1248	6.8006	23.9684	0.0013	0.0026	0.0025
O	4.0374	1.2365	24.0518	-0.0011	-0.0025	0.0005
O	9.5596	6.6971	23.9203	-0.0001	-0.0018	0.0004
O	-0.0101	5.5831	7.9887	0.0074	-0.0045	-0.003
O	5.5094	0.0836	7.9298	0.009	-0.0145	-0.0031
O	-0.1392	0.1539	8.0815	-0.0548	0.0816	-0.0113
O	5.484	5.6219	7.8534	0.0288	0.0284	0.0446
O	7.5807	4.1341	8.5355	0.0213	-0.0103	0.0213
O	8.8045	7.1028	8.7444	-0.0035	0.0001	0.0047
O	8.7694	1.7631	8.806	0.015	-0.0041	-0.0386
O	7.6084	9.4715	8.7507	-0.0021	-0.0005	-0.0074
O	3.5872	1.796	8.6474	-0.0012	0.0031	0.0078
O	3.5736	7.2638	8.9636	-0.0124	-0.0085	0.0119
O	2.0626	3.9941	8.8154	-0.0057	0.0038	-0.005
O	8.1655	3.4927	23.4029	0.0017	-0.0001	0.0009
O	0.4749	4.9339	22.9747	0	-0.0005	0.0009
O	1.9454	2.7547	23.2696	0.0004	-0.0009	-0.0003
O	5.8538	4.9101	23.1393	0.0006	0.0008	0.0009
O	5.5499	9.9784	23.5409	0.0002	0.0001	0.0016
O	2.4807	8.7011	23.0614	0.0017	-0.0004	0.0015
O	0.2122	10.0604	23.1101	0.0012	-0.0002	0.0005
O	7.8187	8.5668	23.1055	0.0006	-0.0007	-0.0011
Si	8.7191	7.6789	18.5004	0.0017	-0.0001	-0.0006
Si	8.9175	6.3328	13.646	0.0025	-0.0014	-0.0029
Si	3.876	1.5179	14.7791	0.002	0.0003	-0.0012
Si	2.2145	5.7336	17.6633	0.0024	0	-0.0006
Si	2.4576	3.1316	19.5269	0.0016	-0.0001	-0.0005
Si	9.9656	9.004	12.07	0.0023	-0.0009	-0.0015
Si	1.3659	9.4179	22.1137	0.0008	-0.0002	-0.0004
Si	9.2923	0.9373	13.2546	0.0025	0.0003	-0.0009
Si	1.467	5.0051	13.0884	0.0013	0.0003	-0.0019
Si	1.9104	8.1875	12.9309	0.0011	-0.0006	-0.0017
Si	6.6821	9.5481	22.4702	0.0014	-0.0003	-0.0001
Si	4.6078	4.577	15.7601	0.0019	-0.0006	-0.0006
Si	8.2011	3.081	9.5885	0.005	-0.0021	0.001
Si	0.9019	8.2274	19.3058	0.0024	0	-0.0003
Si	6.9914	1.3423	21.1424	0.0019	-0.0003	-0.0003
Si	8.3365	8.3499	9.6922	0.0063	0.0011	-0.0012
Si	10.9644	5.1832	15.6515	0.0015	-0.0003	-0.0007
Si	7.644	9.5094	16.4054	0.0016	-0.0001	-0.0011
Si	9.9718	2.0459	20.3484	0.0017	0.0001	-0.0007
As	3.3138	8.75	10.049	-0.016	0.0259	-0.0052
Si	6.755	3.3222	17.4692	0.002	-0.0001	-0.0011
Si	1.2088	0.2003	19.8394	0.0022	-0.0003	-0.0008
Si	3.28	2.7958	12.3456	0.0011	-0.0008	0.0001
Si	7.2707	5.3764	19.7316	0.0016	-0.0004	-0.0009
Si	5.9932	8.6194	11.6711	0.0035	0.001	0.0015
Si	5.9163	6.0294	13.2755	0.0012	0.0011	0.0006
Si	4.6979	9.6966	17.696	0.002	-0.0002	-0.001
Si	1.0528	3.5975	22.206	0.0013	-0.0002	0.0001
Si	4.9424	1.4736	18.8586	0.0019	0.0001	-0.001
Si	3.1921	3.0821	9.5524	0.0057	-0.0052	-0.0024
Si	6.5671	10.8244	13.8664	0.001	-0.0003	-0.0014
Si	10.4174	0.1317	16.0616	0.0021	0.0001	-0.0012
Si	5.6813	3.6591	11.1775	-0.0001	-0.0017	-0.0022
Si	9.9272	3.8536	11.9205	0.0018	0.0007	-0.0047
Si	2.3967	9.9131	15.652	0.0023	0.0001	-0.0019
Si	6.1334	8.1008	19.8559	0.0018	0.0004	-0.0003
Si	6.9665	3.9708	22.4135	0.0007	0	0
Si	9.8109	2.7915	17.4337	0.0016	-0.0011	-0.0002
O	7.3395	6.3094	14.0307	0.0022	0	0.0009
O	1.9433	7.041	18.7155	0.0016	-0.0001	0.0003
O	10.3228	4.0707	16.6111	0.0025	0.0008	-0.0001
O	6.231	9.9607	17.1296	0.0017	0	0.0004
O	10.2429	0.6976	14.5479	0.0024	-0.0005	0.0007
O	8.4969	6.0949	18.9007	0.0026	0	0.0005
O	5.2688	0.6875	14.4773	0.002	0.0003	0.0006
O	5.7667	2.0375	17.578	0.0019	-0.0002	0.0009
O	8.388	1.9267	20.5977	0.0012	-0.0007	0.0002
O	2.051	4.2816	18.4275	0.0017	0	0.0004
O	6.9805	2.8107	10.6543	0.0017	0.0006	-0.0005
O	4.9113	2.6899	12.2376	0.0025	-0.0004	0.0014
O	6.1063	4.3678	16.4015	0.0019	0.0002	0.0005
O	4.5662	3.9179	9.9693	0.0021	-0.0014	0.0039
O	10.7261	2.7488	21.6135	0.0006	-0.0003	-0.0006
O	9.8344	6.1617	14.9942	0.0012	-0.0004	0.0002
O	6.0591	6.466	19.8882	0.0021	0.0001	0.0002
O	4.1293	0.1571	18.3466	0.0016	-0.0001	0.0001
O	9.4117	10.5126	12.3575	0.0012	0.0013	0.0008
O	2.9142	4.3317	12.792	0.0019	0.0003	0.0005
O	1.948	10.702	21.251	0.0015	0	0.0002
O	4.0378	2.7115	19.4389	0.0015	-0.0001	0.0005
O	0.7927	10.0574	16.0798	0.0018	-0.0002	0.0004
O	1.3271	9.7882	18.8824	0.0013	0	0.0006
O	1.7571	1.6524	19.3055	0.0011	-0.0001	0.0006
O	9.0077	10.4116	16.5994	0.0021	-0.0001	0.0003
O	4.9351	8.5616	18.8471	0.0019	0.0001	0
O	9.7051	8.814	10.4627	0.0039	0.0005	0.0014
O	6.7979	4.0621	18.9163	0.0018	0	0.0005
O	2.9183	1.6811	13.4504	0.0017	0.0004	0
O	5.8651	8.7602	21.3098	0.0018	0.0002	-0.0007
O	2.5566	2.4585	10.9273	0.0022	0.001	-0.0007
O	7.6705	4.8422	21.2209	0.0011	0.0002	0.0001
O	5.4268	7.4788	12.694	0.0012	0.0001	0.0001
O	0.6159	9.0033	12.3846	0.0036	-0.001	0.0005
O	7.7029	1.0501	13.6373	0.0022	-0.0002	0.0002
O	7.2063	9.6416	14.832	0.0017	-0.0003	0.0005
O	9.0837	4.9964	12.7175	0.0005	0.0009	0.002
O	8.1624	8.0393	16.9764	0.0021	0.0001	0.0003
O	6.2492	2.5709	21.9392	0.0017	0.0002	0
O	2.4614	9.0185	14.2524	0.0018	-0.0005	-0.0002
O	0.5112	4.4471	11.8849	0.0026	0.0002	0.0013
O	0.8683	8.3011	20.9758	0.0011	0.0001	0
O	9.4434	3.7754	10.372	-0.0022	-0.002	-0.0015
O	9.7689	2.3448	12.561	0.0013	-0.0015	0.0011
O	7.6828	8.5374	19.4609	0.0016	-0.0001	0.0003
O	2.9493	8.0451	11.676	-0.0003	-0.0078	0.0134
O	4.0509	3.0396	15.4183	0.0015	0.0001	0.0007
O	0.863	4.4074	14.484	0.0024	-0.0001	0.0006
O	10.0982	3.0095	19.0269	0.0015	0	-0.0003
O	9.3097	7.7674	12.9426	0.0008	-0.0005	0.0005
O	10.5546	0.5283	20.107	0.0019	-0.0004	0.0001
O	6.0813	5.0263	11.9756	0.0017	0.0004	-0.0013
O	8.2135	2.7187	17.0792	0.0014	0	0.0006
O	3.6215	5.4621	16.7791	0.0013	0	0.0008
O	5.0163	9.0355	10.4255	0.022	-0.002	0.0079
O	1.5366	6.6248	13.2812	0.0019	-0.0002	0
O	4.8668	5.4642	14.4014	0.0029	0.0008	-0.0006
O	2.067	3.8534	20.9448	0.0012	-0.0002	0.0004
O	10.626	1.4396	17.0158	0.0015	-0.0001	0.0003
O	1.0494	6.0524	16.5652	0.0021	0	0.0003
O	7.3712	10.9469	21.9923	0.0008	0.0003	0.0001
O	5.9745	0.8959	19.9709	0.0017	-0.0003	0.0001
O	6.2334	10.0211	12.4831	0.0015	-0.0006	0.001
O	2.9368	0.5238	15.6566	0.0015	-0.0006	0.0008
O	7.3012	7.9773	10.9071	0.0028	-0.0031	0.0006
O	10.3057	7.9876	18.7398	0.0012	-0.0001	0.0002
O	3.5046	9.1821	16.6662	0.0014	0.0001	0.0003

Results
free energy: -145376.510 eV
free energy less fixed offsets of As -4856.12, O -568.88, Si -635.61 eV per atom: 4.330 eV

The program warned: the cutoff lies below the one the program advises for these potential files; the exchange-correlation potential is rough where the density is thin.
